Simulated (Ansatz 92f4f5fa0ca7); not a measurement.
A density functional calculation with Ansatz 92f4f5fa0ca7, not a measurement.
Periodic cell of 222 atoms, Si131O89B2, from a study of silicon, its oxide and their interface. The atomic structure is a simulated model.
Doubt: the cutoff is far below the 930 eV that the study's wrapper takes by default for these files, so forces and energies are approximate.
This geometry differs little from another in the collection (a relaxation step or a small displacement).

Settings: functional PBE; potential files Ansatz PAW; basis plane waves; wave-function cutoff 580 eV; density cutoff ratio 5; exchange-correlation grid ratio 1; k mesh 1 x 1 x 1, Gamma-centred; self-consistency stop 5e-08 eV per atom in the density residual; occupations fixed; spin none; net charge 0.

Cell vectors (angstrom)
a  10.938  0  0
b  0  10.938  0
c  0  0  32.1988

Atoms and the computed forces on them: element, x, y, z (angstrom), force x, y, z (eV/angstrom)
Si  10.6247  0.2605  24.8554  0.1259  0.1822  -0.1475
Si  5.7719  10.6688  24.7539  -0.0482  0.0297  -0.0213
B  2.8919  2.483  24.8123  -0.0808  0.1126  0.3499
Si  8.468  2.5115  24.8202  0.1574  0.0947  -0.0994
B  -0.1564  5.625  25.0259  0.0952  -0.1605  0.3624
Si  5.1321  5.7139  24.6996  -0.1685  -0.0954  0.0047
Si  2.9044  7.9852  24.6167  -0.0852  -0.1319  0.0538
Si  7.9502  8.4254  24.7725  -0.0012  -0.0115  -0.0382
Si  1.4157  1.4658  25.9563  0.2681  0.0314  -0.0981
Si  6.8823  1.3317  26.1107  -0.0386  -0.0472  0.0019
Si  3.9684  3.9963  25.8987  -0.0475  -0.233  -0.1115
Si  9.6739  4.1491  26.0516  0.1229  0.3314  -0.1069
Si  1.3032  6.7835  25.9783  -0.2189  -0.091  -0.0984
Si  6.7497  6.8323  26.0428  0.0431  0.016  0.0569
Si  4.0969  9.53  25.9941  0.0403  0.0141  0.0321
Si  9.4901  9.6055  26.1498  -0.023  -0.0847  0.0219
Si  2.7321  0.0008  27.3382  -0.1346  0.0918  -0.017
Si  8.1663  -0.0113  27.5553  -0.0085  0.0215  -0.0836
Si  0.055  2.7543  27.43  -0.0205  0.0151  0.0009
Si  5.4426  2.7364  27.3499  -0.0998  0.136  -0.0086
Si  2.6926  5.4144  27.3623  -0.0077  0.0233  -0.0169
Si  8.1798  5.4716  27.3766  0.0627  -0.1338  -0.0112
Si  -0.0105  8.2065  27.3956  0.1186  -0.07  0.0002
Si  5.4362  8.2024  27.4535  -0.004  0.0183  -0.1077
Si  4.087  1.3667  28.7402  0.0559  -0.0595  -0.0227
Si  9.5955  1.3812  28.7906  0.0659  0.0337  0.0742
Si  1.3676  4.1122  28.8148  -0.0021  0.0021  0.0232
Si  6.8189  4.0953  28.7496  -0.0073  0.0135  -0.0497
Si  4.0694  6.7993  28.7507  -0.0432  -0.063  0.0288
Si  9.5554  6.832  28.7614  -0.0621  0.0693  -0.0252
Si  1.3733  9.5761  28.7507  0.0116  0.0068  -0.0516
Si  6.7904  9.5538  28.8466  -0.0346  -0.0188  0.0787
Si  0.0104  -0.0044  30.1431  -0.0016  0.008  0.0216
Si  5.4433  0.0179  30.161  -0.0311  0.0245  -0.0295
Si  2.7419  2.729  30.1459  -0.0216  0.0303  -0.0121
Si  8.2003  2.7389  30.1361  0.0054  0.0184  0.0115
Si  -0.0147  5.4816  30.1516  0.0413  -0.0353  -0.0207
Si  5.4627  5.4673  30.133  -0.0002  -0.0142  0.0126
Si  2.7315  8.1968  30.1288  -0.0175  0.0005  0.0041
Si  8.2024  8.1968  30.1582  0.0376  -0.039  -0.019
Si  1.3673  1.3673  31.515  0.057  -0.0325  -0.0111
Si  6.8362  1.3673  31.515  0.0367  0.0899  -0.0673
Si  4.1018  4.1018  31.515  0.0654  -0.0449  -0.0279
Si  9.5708  4.1018  31.515  -0.105  0.0404  -0.0468
Si  1.3673  6.8362  31.515  -0.0443  0.1061  -0.0818
Si  6.8362  6.8362  31.515  -0.049  -0.0879  -0.0113
Si  4.1018  9.5708  31.515  -0.1508  -0.0698  -0.0513
Si  9.5708  9.5708  31.515  0.0499  0.0181  -0.0242
Si  2.7345  0  0.6835  0.0081  -0.0549  0.1194
Si  8.2035  0  0.6835  -0.0518  0.045  -0.0597
Si  0  2.7345  0.6835  -0.0503  -0.0155  0.0772
Si  5.469  2.7345  0.6835  0.1143  -0.0023  0.0231
Si  2.7345  5.469  0.6835  -0.025  0.1453  -0.1067
Si  8.2035  5.469  0.6835  0.0397  -0.1132  0.1055
Si  0  8.2035  0.6835  0.1056  -0.0746  -0.0062
Si  5.469  8.2035  0.6835  -0.0109  0.0389  0.084
Si  4.1233  1.3594  2.0546  -0.0223  0.0042  0.0171
Si  9.5659  1.3572  2.0549  -0.0007  0.0138  -0.0051
Si  1.3662  4.122  2.0379  0.0096  -0.0114  0.0236
Si  6.8462  4.0875  2.0598  0.0019  0.015  0.0029
Si  4.1033  6.8307  2.0565  -0.0044  0.004  -0.0071
Si  9.5751  6.84  2.0509  0.0024  -0.0116  0.0188
Si  1.3793  9.5521  2.0529  -0.011  0.0181  0.0074
Si  6.8277  9.5915  2.0527  0.0043  -0.008  0.0023
Si  -0.0052  -0.0293  3.3957  -0.0376  -0.0509  -0.0526
Si  5.4857  0.012  3.4711  0.0267  0.0023  0.0325
Si  2.7704  2.7771  3.3715  0.033  0.0721  -0.0735
Si  8.1913  2.7026  3.4489  -0.0184  -0.0428  0.0325
Si  0.0143  5.4814  3.4334  0.0228  0.0057  0.0186
Si  5.4818  5.4671  3.4119  -0.0124  -0.0075  -0.0337
Si  2.7636  8.2107  3.4474  0.0302  -0.0037  0.0367
Si  8.2044  8.2248  3.388  -0.0033  0.0263  -0.0607
Si  1.3886  1.391  4.6348  0.0115  -0.0012  0.076
Si  6.843  1.3509  4.9112  0.0014  0.0129  -0.0367
Si  4.1536  4.0886  4.8036  -0.0157  -0.0284  0.0404
Si  9.5717  4.0866  4.7669  0.0077  0.0191  -0.0194
Si  1.4104  6.8361  4.8215  -0.0189  -0.0133  -0.0145
Si  6.8227  6.889  4.7333  -0.0003  -0.011  0.026
Si  4.1332  9.5792  4.854  -0.015  -0.0079  -0.0469
Si  9.553  9.5524  4.7918  0.0199  0.0143  0.0408
Si  2.7436  0.114  6.0662  -0.0122  -0.0111  0.0088
Si  8.2022  -0.0603  6.2707  0.0026  -0.0005  -0.0093
Si  0.025  2.6756  6.0451  -0.0102  -0.0024  -0.0038
Si  5.4734  2.7281  6.2966  0.006  0.017  -0.0051
Si  2.8107  5.48  6.1825  0.0041  -0.0006  -0.0141
Si  8.169  5.4839  6.0473  -0.0031  -0.0068  0.0078
Si  0.0088  8.19  6.1598  0.0081  0.0117  -0.0083
Si  5.5279  8.2226  6.2377  -0.0026  0.002  0.0059
Si  3.8343  1.5747  7.6088  0.0115  0.0162  0.0022
Si  9.8334  1.1462  7.4549  -0.0081  -0.0257  0.0094
Si  1.6249  3.8012  7.3137  0.034  0.0118  0.0133
Si  6.6463  4.4218  7.4875  -0.0142  -0.0329  -0.0153
Si  4.4013  6.637  7.5501  -0.0156  -0.0166  0.0122
Si  9.3621  6.9514  7.4104  0.0195  0.0051  0.0115
Si  1.1363  9.9242  7.301  -0.007  -0.0173  -0.0112
Si  7.1575  9.228  7.6771  0.0179  0.0147  0.0158
O  8.3151  8.0944  7.9307  -0.0138  -0.0053  -0.0115
O  2.7171  2.7416  7.9546  -0.0229  0.0044  0.0024
O  9.5778  1.4087  24.2403  -0.0744  -0.0884  0.1656
O  4.0017  6.8166  24.1586  0.0711  0.0518  0.0027
O  0.0219  0.0307  7.9617  0.0009  0.0147  0.0003
O  5.5173  5.5106  8.0425  0.0018  0.0189  -0.0015
O  6.8634  9.5447  24.2281  0.0087  0.0044  0.0403
O  3.8547  7.3947  8.9374  0.0066  0.0001  0.0014
O  0.8143  4.3737  8.6118  -0.001  -0.0059  -0.0064
O  9.8112  6.1699  8.802  -0.003  -0.0017  0.0031
O  2.1029  9.3926  8.5156  0.0057  -0.0023  0.0115
O  7.5011  3.9295  8.8126  0.0062  0.0041  0.0149
O  4.2604  0.9339  9.0836  -0.0003  -0.0044  0.0046
O  6.7279  9.558  9.2343  -0.0024  -0.0037  0.0036
O  9.2021  1.8608  8.8028  0.0037  0.0014  -0.0012
O  7.7068  3.166  23.5133  0.0069  -0.0388  0.0172
O  10.4016  5.9094  23.7701  -0.1494  0.1545  -0.3188
O  5.2175  0.376  23.3398  0.0525  -0.0507  0.032
O  5.8823  5.1393  23.3477  0.0408  0.0037  -0.018
O  3.2167  2.0327  23.5779  0.1113  -0.1043  -0.2376
O  2.3266  8.7266  23.2344  -0.0073  0.0435  -0.0317
O  8.5928  7.7782  23.3883  -0.0402  0.0405  0.0349
O  0.227  10.3195  23.5853  -0.0567  0.0238  0.0346
Si  4.4387  1.5347  22.5318  -0.0992  0.1139  0.1124
Si  3.4835  7.9373  14.0488  0.0021  0.0013  -0.0175
Si  7.1165  0.9653  14.6823  -0.0032  -0.0026  -0.0194
Si  0.9564  9.3261  22.5467  -0.0158  -0.0326  0.0189
Si  1.1711  4.3115  11.893  0.0007  0.0027  -0.0224
Si  6.2526  8.9741  15.3518  -0.0027  0.0008  -0.0131
Si  0.6716  1.3683  12.3079  0.0012  -0.0018  -0.0192
Si  8.6511  4.9074  20.5636  -0.0038  -0.0105  -0.0023
Si  0.3241  5.7126  9.366  -0.0002  0.0057  -0.0164
Si  5.1018  3.1207  17.9682  -0.0035  0.0033  -0.0139
Si  0.8727  3.7426  16.7627  0.0015  0.0011  -0.015
Si  10.4009  2.8035  19.2425  -0.0002  0.0016  -0.0046
Si  5.2741  1.1867  10.3611  -0.0026  0.0019  -0.0231
Si  0.8875  0.1483  19.8622  -0.0026  0.0146  -0.0023
Si  6.6397  9.4611  10.872  -0.0002  0  -0.0187
Si  9.3292  9.6782  18.334  -0.0028  0.0026  -0.0112
Si  9.3828  9.2452  12.5861  -0.0006  0.0018  -0.0213
Si  6.5635  3.867  22.6002  -0.0252  -0.0228  -0.0016
Si  2.4341  8.0736  9.3871  -0.0042  0.0042  -0.0223
Si  10.6044  7.3761  17.0978  0.004  0.0009  -0.0145
Si  2.5176  6.2978  16.6003  0.0047  0.0057  -0.0095
Si  10.1631  4.4915  14.2017  0.0005  0.0002  -0.0211
Si  6.1268  9.1985  18.5502  -0.0057  -0.0082  -0.0099
Si  7.9629  2.5745  9.5852  -0.0059  0.0051  -0.0213
Si  8.8713  2.1439  12.4613  -0.0013  0.0017  -0.0236
Si  5.3514  6.2494  18.0972  -0.0039  0.0092  -0.0052
Si  3.9168  0.573  19.5219  0.0122  -0.0109  -0.0226
Si  4.2714  3.8411  12.0705  -0.0002  -0.0013  -0.0231
Si  5.5362  6.6081  12.1552  -0.0002  0.0015  -0.0204
Si  8.0153  2.4928  17.2488  0.0009  -0.0008  -0.0166
Si  4.3542  2.4823  14.9874  0.0026  0.0017  -0.0193
Si  1.5371  1.2141  15.269  0.0014  -0.0019  -0.018
Si  1.5629  9.4111  12.0556  0.0003  -0.0014  -0.0221
Si  8.0365  6.8558  13.8997  -0.0026  0.0032  -0.0176
Si  10.3754  9.839  15.4996  -0.0025  -0.0001  -0.0161
Si  9.8122  6.9955  22.6643  0.139  -0.1304  0.1162
Si  8.1493  5.4978  17.4751  -0.0052  -0.0002  -0.0106
O  6.0414  7.9596  11.3014  -0.0007  -0.0017  0.0108
O  5.9913  9.2227  16.9313  0.0009  0.0016  0.012
O  7.6747  1.3586  13.2077  -0.0004  0.0003  0.0115
O  0.8927  1.7486  13.8781  -0.0004  0.0001  0.0122
O  9.4611  6.2463  16.8972  0.0005  -0.0004  0.008
O  6.7471  6.213  13.1635  0.0027  -0.0009  0.0127
O  5.1473  4.6601  18.6322  0.0016  -0.001  0.0054
O  9.2293  2.1076  18.293  -0.0036  -0.0012  0.0055
O  2.378  0.0874  19.1107  -0.0022  -0.0011  0.0097
O  9.3956  10.2287  16.7735  0.0034  -0.0009  0.0102
O  2.781  4.4344  11.7338  -0.0005  -0.0005  0.0116
O  5.0719  10.3417  19.175  -0.0084  0.0109  0.0076
O  9.4116  3.2438  13.504  0.0012  0.003  0.0123
O  0.4717  1.7404  19.9778  -0.0035  -0.0001  -0.002
O  3.1522  1.3582  15.0755  -0.0018  0.0004  0.0106
O  8.2518  5.4452  19.0926  0.0067  -0.0054  0.0138
O  3.9136  6.588  17.3967  -0.0015  -0.0026  0.0059
O  4.5621  3.2755  16.4163  0.0013  -0.0016  0.0097
O  9.0448  5.6639  14.3393  -0.0001  -0.0002  0.0117
O  5.3963  2.8005  22.1966  0.0064  -0.0002  -0.0054
O  10.6672  4.1343  15.6938  0.0001  -0.0001  0.0118
O  0.3207  3.8459  18.2987  -0.0012  -0.0012  0.0055
O  10.4265  10.5114  19.2169  0.0039  0.0004  0.0059
O  9.6379  10.0292  14.0425  0.0012  0.0001  0.0102
O  10.9512  8.0411  22.1708  -0.0148  0.0019  0.0023
O  1.1979  2.1634  16.5436  0.0001  0.0001  0.0094
O  9.7163  3.6761  20.4414  -0.0016  -0.0018  -0.0072
O  8.1557  4.0367  16.7698  0.0005  -0.0034  0.0096
O  -0.0498  9.0978  11.9222  -0.0001  0.0002  0.0123
O  6.5795  2.4004  18.0233  0.0026  -0.0004  0.0058
O  5.577  10.7188  11.2049  0.0012  -0.0023  0.0097
O  7.7433  9.5974  18.8621  0.0065  0.0009  0.0053
O  10.0226  1.0244  12.0746  -0.0003  0.0005  0.0103
O  1.3088  6.9596  9.0714  -0.0007  -0.0023  0.0103
O  0.6068  4.7723  13.3597  -0.0029  0.0004  0.0144
O  5.6912  7.6356  19.0138  0.0006  -0.0005  0.001
O  5.2291  5.09  11.5423  0.001  0.0014  0.0113
O  2.7129  6.988  15.1367  -0.0009  -0.0012  0.0095
O  0.9032  2.746  11.4788  -0.0009  -0.002  0.0114
O  0.8531  10.6903  15.5652  0.0016  0.0022  0.0092
O  2.3974  8.5835  10.9257  -0.0003  0.0021  0.0133
O  4.6936  2.434  11.2916  -0.0004  0.0019  0.0119
O  4.2462  3.5141  13.7029  -0.0004  -0.0011  0.0144
O  2.1837  4.6928  16.5173  -0.0019  -0.0029  0.0098
O  10.7098  8.2544  15.716  -0.0014  0.0006  0.0109
O  6.9235  10.2981  14.7055  0.0002  0.001  0.0097
O  2.3338  8.9563  13.441  0.0011  -0.0007  0.0115
O  8.0359  1.5431  15.9163  0.0006  0.0001  0.0106
O  4.1219  7.0069  12.8731  -0.0014  -0.0002  0.0104
O  4.1801  2.0208  18.773  -0.0014  -0.0013  0.0131
O  7.2693  4.3975  21.2432  -0.0112  -0.01  0.0147
O  8.4047  2.9241  11.1123  0.0026  -0.0015  0.016
O  1.1994  6.8918  17.3903  -0.0018  -0.0015  0.0073
O  5.654  1.5866  14.7791  0.0007  0.0009  0.0112
O  8.1251  9.752  11.6014  0.0013  -0.0001  0.0121
O  9.3115  6.1367  21.3947  0.0131  0.0252  0.0354
O  8.9479  7.7189  12.8903  -0.0003  -0.0023  0.0114
O  1.6425  0.118  11.8899  0  0.002  0.0118
O  6.684  6.1614  17.1306  0.0045  -0.0023  0.0085
O  7.3796  7.805  15.0757  0.0004  0  0.0098
O  1.1967  10.2331  21.2205  -0.0023  -0.0101  -0.0004
O  10.0197  8.1991  18.3711  0.0014  0.0021  0.0061
O  3.8859  0.9044  21.1406  0.0034  -0.0058  0.0145
O  0.3349  5.3354  10.9359  0.0013  -0.0025  0.0124
O  6.6904  1.575  9.651  0.0015  -0.0012  0.0119
O  4.7677  8.7168  14.7067  0.0009  -0.0001  0.0105

Results
free energy: -134205.643 eV
free energy less fixed offsets of B -154.04, O -568.88, Si -635.61 eV per atom: -2.333 eV

The program warned: the cutoff lies below the one the program advises for these potential files; the exchange-correlation potential is rough where the density is thin.
